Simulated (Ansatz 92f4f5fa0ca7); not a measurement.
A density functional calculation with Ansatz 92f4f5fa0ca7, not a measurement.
Periodic cell of 194 atoms, Si117O77, from a study of silicon, its oxide and their interface. The atomic structure is a simulated model.

Settings: functional PBE; potential files Ansatz PAW; basis plane waves; wave-function cutoff 700 eV; density cutoff ratio 5; exchange-correlation grid ratio 2; k mesh 2 x 2 x 1, shifted by 0.5 0.5 0.5 of a step; self-consistency stop 5e-08 eV per atom in the density residual; occupations Fermi-Dirac, 0.05 eV; spin none; net charge 0.

Cell vectors (angstrom)
a  11.5983  0  0
b  0  11.5983  0
c  4.1711  -1.7076  26.7229

Atoms: element, x, y, z (angstrom)
Si  -2.1159  -2.0124  0.2053
Si  8.3635  2.132  -0.2116
Si  -2.2262  6.635  0.9621
Si  3.2109  -2.7013  -0.2344
Si  1.3546  3.0572  -0.1398
Si  2.5345  6.0821  2.1716
Si  5.6688  -2.446  -0.005
Si  5.3613  1.8645  -1.021
Si  5.359  4.8034  -1.2429
Si  -0.1568  -1.6596  1.7994
Si  -0.7782  2.2756  1.9694
Si  -0.0573  6.1672  2.0656
Si  2.3234  -1.7545  1.7169
Si  3.0713  2.2419  1.3009
Si  2.5723  5.8299  -0.0672
Si  7.439  -1.7775  1.5671
Si  8.4274  1.9784  2.0786
Si  7.9134  4.8608  0.5994
Si  -0.3829  0.2687  3.1412
Si  -0.3739  4.1967  3.2715
Si  -0.3742  8.1223  3.3549
Si  3.1856  0.2786  2.7714
Si  3.3702  4.0285  2.9566
Si  3.2277  8.0795  3.1104
Si  7.372  0.1192  2.9797
Si  7.5066  3.9995  2.8606
Si  7.519  8.1199  3.1451
Si  -2.3331  0.2128  4.4765
Si  9.2407  4.2361  4.4702
Si  9.2981  8.1044  4.6676
Si  1.5362  0.2891  4.4976
Si  1.5919  4.0834  4.5525
Si  1.5378  8.0379  4.7124
Si  5.268  0.2362  4.162
Si  5.405  4.1099  4.1981
Si  5.3713  7.9541  4.2485
Si  9.3666  10.0048  5.9758
Si  9.2483  2.2473  5.7706
Si  9.282  6.1045  5.9162
Si  1.5829  10.0004  5.9611
Si  1.5079  2.167  5.9068
Si  1.5654  6.0341  5.9526
Si  5.369  9.9181  5.6117
Si  5.3158  2.182  5.6129
Si  5.329  6.0363  5.6706
Si  -0.3227  9.9381  7.3386
Si  -0.4494  2.1991  7.2346
Si  -0.3658  6  7.3123
Si  3.5804  9.9109  7.1949
Si  3.4647  2.1458  7.2003
Si  3.5189  6.091  7.2853
Si  7.2933  9.9656  7.0183
Si  7.2388  2.3036  7.0113
Si  7.2355  6.1421  7.0832
Si  -0.3794  0.2946  8.6282
Si  -0.453  4.0616  8.7018
Si  -0.2519  7.9451  8.6543
Si  3.4973  0.1877  8.6133
Si  3.3563  4.0914  8.5836
Si  3.6621  8.0713  8.7147
Si  7.3117  0.3404  8.2692
Si  7.1814  4.2362  8.4543
Si  7.3783  8.0772  8.4397
Si  9.1541  0.3335  9.7457
Si  9.088  4.1629  9.8667
Si  9.322  8.0162  9.8446
Si  1.647  1.9737  11.4945
Si  1.4955  3.8936  10.1167
Si  1.674  8.072  10.0659
Si  5.5537  0.2369  9.7568
Si  5.2614  4.0657  9.8781
Si  5.7281  8.2088  10.1139
Si  8.7963  9.9986  11.0388
Si  8.7539  2.2151  11.1314
Si  9.0655  6.0818  11.2578
Si  0.9848  9.9396  11.4768
Si  1.5233  0.1361  10.0505
Si  1.3077  4.856  12.3348
Si  4.6456  11.1885  13.366
Si  5.639  2.1225  11.0987
Si  6.7153  6.6302  11.6227
Si  -1.1094  10.5087  12.6314
Si  -1.3136  1.9906  12.8735
Si  10.7709  5.6402  13.0857
Si  2.4004  9.281  13.185
Si  3.6911  3.6422  13.857
Si  2.6285  6.6622  11.75
Si  6.4266  10.2274  11.2453
Si  3.8523  1.7041  12.571
Si  4.7351  5.4784  11.687
Si  7.5802  6.8852  14.4233
Si  10.1125  5.7333  24.2895
Si  3.5099  3.072  16.8666
Si  9.0396  5.1073  17.7086
Si  3.3708  10.102  15.8533
Si  8.2583  4.5215  20.594
Si  13.1174  9.8823  24.4917
Si  5.9241  6.3811  21.7393
Si  14.4926  -0.9467  22.6393
Si  7.3502  7.4921  17.2676
Si  5.1949  1.1674  23.5613
Si  4.939  1.4469  18.9308
Si  1.9523  3.8107  20.9028
Si  7.8529  7.8402  23.696
Si  11.0507  5.5836  21.611
Si  12.3419  7.472  19.5802
Si  2.9745  0.1939  17.4236
Si  16.1083  3.8438  22.4828
Si  10.4934  8.1629  14.5828
Si  9.953  9.763  24.5089
Si  9.42  4.4651  14.6931
Si  10.3004  7.8343  17.6169
Si  2.3295  0.8285  20.2292
Si  3.6032  8.349  20.6995
Si  16.0943  -3.5177  17.9876
Si  2.6784  5.5204  18.3899
Si  6.5142  2.1847  21.1176
O  -0.0994  2.5094  0.4424
O  6.8125  1.6714  -0.2993
O  4.3116  1.9073  0.2231
O  6.363  5.0486  0.0274
O  3.8517  5.109  -0.7393
O  -2.0163  -3.6558  -0.0647
O  8.2333  6.9477  2.164
O  2.7304  7.6717  13.0968
O  7.1782  2.2305  11.7839
O  0.2906  2.2328  12.5247
O  6.1478  10.7626  12.8207
O  3.7112  10.0806  12.5856
O  13.4179  11.1897  25.4511
O  8.7069  6.4573  23.8888
O  13.6145  8.5882  25.4151
O  8.6186  3.7362  -0.4188
O  1.9839  -0.1671  21.4785
O  1.6098  2.2845  20.4212
O  2.7665  4.7029  19.8001
O  2.4897  7.4063  -0.5862
O  11.2451  6.0622  23.1632
O  15.598  0.1253  23.2027
O  6.9959  5.5909  20.7398
O  5.7384  5.8286  -2.4413
O  11.5345  9.7971  23.9909
O  5.222  5.2967  22.7799
O  -1.9316  2.9374  14.0936
O  4.6321  2.8328  18.0639
O  15.531  6.5393  18.1182
O  2.1917  9.6778  14.7853
O  4.654  7.1113  20.986
O  4.156  3.4106  15.4034
O  10.6743  9.6664  14.0327
O  2.1477  4.2179  13.6802
O  4.5357  10.9141  14.9859
O  4.7472  4.7211  13.1984
O  6.1213  8.0624  18.1412
O  8.7239  8.3507  17.6207
O  7.9596  5.2709  14.4344
O  3.9301  1.1742  20.2048
O  14.5013  3.9302  22.2258
O  1.9914  0.1205  18.7746
O  4.0062  8.9923  19.2514
O  6.6076  7.2539  13.1806
O  1.3272  6.4289  18.4545
O  8.7945  4.2337  19.0602
O  10.2166  6.2244  17.9319
O  10.1823  11.9976  13.2997
O  6.7616  7.5596  22.5172
O  6.8217  -4.1018  15.7283
O  3.9737  8.779  16.6139
O  11.3491  7.1001  13.7066
O  6.3653  1.1461  22.3856
O  9.4608  4.2772  16.3544
O  2.5995  4.3905  17.2204
O  2.6427  1.6811  16.736
O  8.9456  7.7425  14.3637
O  15.3067  -2.1879  21.9195
O  6.4213  1.4857  19.6238
O  2.9144  -1.7881  -1.6016
O  12.0917  4.4087  21.2425
O  7.6271  5.9102  17.5619
O  2.01  7.9668  20.4972
O  9.8404  8.8621  25.8777
O  7.8896  3.0534  21.2181
O  5.7479  12.3698  25.0484
O  9.521  5.0923  21.4261
O  8.8813  9.1119  23.4066
O  4.6988  2.7403  23.672
O  11.2987  6.8506  20.6477
O  16.8839  3.2727  21.1638
O  10.5644  6.2623  25.7673
O  5.38  3.2855  -1.8458
O  4.5936  0.232  17.8924
O  10.9255  8.1359  16.1488
O  11.3564  8.4878  18.7087
O  1.323  4.7358  -0.2206

Results
free energy: -118170.120 eV
free energy less fixed offsets of O -569.03, Si -635.61 eV per atom: 11.560 eV
pressure: -0.34 GPa
stress xx, yy, zz, yz, xz, xy (GPa, positive in tension): 1.52, -0.61, 0.11, -0.04, 0.14, -0.71

Forces (eV/angstrom), in the order of the atoms: element, x, y, z
Si  0.383  -0.2409  0.1154
Si  -0.2504  0.2426  1.0543
Si  0.3474  0.1319  -0.1681
Si  -0.3189  -0.1811  0.0123
Si  -0.5735  0.0783  -0.1285
Si  -0.3877  -0.0548  -0.2451
Si  0.1506  -0.1217  -0.1095
Si  0.141  -0.3004  -0.5774
Si  0.033  0.1481  0.0244
Si  -0.0444  -0.0904  0.0661
Si  0.1809  0.1279  0.4548
Si  0.0248  0.1985  0.2183
Si  0.0336  0.0483  -0.0051
Si  0.5235  -0.1382  0.3008
Si  0.0839  0.6195  0.8002
Si  -0.129  0.1011  0.0081
Si  0.3348  0.007  -0.0756
Si  -0.3019  -0.3827  -0.1924
Si  -0.0319  -0.0831  0.0014
Si  0.027  0.0268  0.1291
Si  0.0462  -0.1582  -0.1471
Si  -0.0343  -0.0978  0.0415
Si  -0.2072  0.0345  0.1752
Si  0.1059  0.1159  0.0362
Si  0.176  -0.0936  0.2512
Si  0.1242  0.0854  0.0227
Si  0.47  0.0264  -0.0853
Si  -0.073  -0.0626  0.0868
Si  0.0162  -0.0013  0.1472
Si  0.1207  0.0842  0.1594
Si  -0.0664  -0.0675  -0.0437
Si  0.0633  -0.2835  0.1429
Si  -0.235  0.1214  0.0948
Si  0.0131  0.2083  -0.1689
Si  0.0585  -0.094  -0.1397
Si  -0.2537  -0.0012  -0.053
Si  -0.007  -0.0216  -0.131
Si  -0.1196  0.0077  -0.0644
Si  -0.0475  -0.1044  0.025
Si  0.0157  -0.0869  -0.0829
Si  -0.0264  0.1107  0.0009
Si  0.0361  0.0204  -0.0838
Si  0.1519  0.0618  -0.0513
Si  -0.0521  -0.0134  0.0311
Si  0.0938  0.0264  -0.022
Si  0.0443  -0.0136  0.1214
Si  0.0848  -0.0709  -0.1268
Si  -0.1024  -0.0046  0.007
Si  0.0009  -0.0679  0.0657
Si  -0.1306  0.0519  -0.0132
Si  -0.1144  -0.0519  0.1016
Si  0.1521  0.0983  0.0546
Si  0.0536  -0.0253  -0.0235
Si  0.1369  0.0177  0.0935
Si  0.0279  0.0387  0.1373
Si  0.0543  -0.073  0.0405
Si  0.0581  -0.0342  -0.0141
Si  0.0324  0.2283  0.1534
Si  0.0362  -0.2692  -0.0295
Si  0.1633  0.0792  0.1276
Si  0.0685  -0.009  -0.0168
Si  -0.0481  -0.1096  0.055
Si  -0.0887  0.1071  0.0362
Si  -0.1447  -0.1065  -0.1523
Si  -0.036  0.1235  -0.1015
Si  0.0257  -0.127  0.1
Si  -0.0407  -0.5019  -0.4275
Si  -0.0182  -0.0088  -0.0227
Si  -0.2666  -0.1033  -0.1001
Si  0.045  0.1456  0.2614
Si  -0.0147  -0.0148  -0.0609
Si  0.1491  0.1061  -0.1383
Si  0.1147  0.0788  0.2835
Si  -0.4925  0.0905  -0.0594
Si  -0.0219  -0.0203  -0.2488
Si  -0.3487  -0.0043  -0.2561
Si  -0.0551  0.1716  0.0374
Si  0.2724  0.5432  0.1213
Si  -0.0199  -0.1244  -0.0889
Si  0.1927  -0.0099  -0.4228
Si  -0.4308  0.1301  0.2612
Si  -0.5002  -0.2879  -0.0283
Si  -0.2895  -0.2619  0.1473
Si  -0.0251  0.5615  0.079
Si  0.1548  -0.1906  -0.0954
Si  0.3668  -0.3015  -0.1571
Si  -0.3353  0.0903  0.4176
Si  -0.0368  -0.1663  -0.2377
Si  -0.1676  0.1773  0.3547
Si  0.3987  -0.1451  0.0823
Si  -0.562  0.0324  -0.1286
Si  0.0261  0.1442  -0.1568
Si  0.1241  0.137  -0.1269
Si  -0.0936  0.2553  0.058
Si  -0.0141  0.2327  0.1536
Si  0.0451  0.0456  -0.1195
Si  0.4207  0.1823  -0.3783
Si  0.0387  -0.1136  -0.0388
Si  -0.1537  -0.1891  -0.1224
Si  0.0745  -0.1003  0.1849
Si  0.0066  0.2665  -0.0003
Si  0.0655  0.2108  -0.0198
Si  0.0374  0.1354  -0.0114
Si  0.1419  -0.088  -0.083
Si  0.1139  0.0709  -0.1277
Si  -0.207  -0.1084  -0.1236
Si  -0.0939  0.1761  0.0697
Si  -0.0447  0.1275  -0.063
Si  -0.241  0.2307  0.2578
Si  -0.6992  0.3142  0.1997
Si  -0.1947  -0.112  0.1422
Si  -0.072  -0.0159  0.2156
Si  0.137  0.1014  -0.1538
Si  0.0199  -0.0867  -0.1229
Si  0.2103  -0.1684  0.1564
Si  -0.0179  -0.0079  -0.0113
Si  0.1176  0.1563  -0.0494
O  0.0249  -0.0147  -0.0182
O  -0.3398  0.1055  -0.33
O  -0.303  0.1187  0.0877
O  0.0118  -0.0278  -0.0501
O  0.1709  -0.2554  -0.3122
O  -0.2496  -0.1022  0.289
O  0.0004  0.0303  -0.0907
O  0.0707  0.3118  -0.0526
O  0.355  -0.0421  -0.0768
O  0.3803  -0.0125  -0.1832
O  -0.1038  0.0881  -0.0117
O  0.178  -0.0131  0.23
O  -0.0635  -0.1192  -0.2323
O  0.0529  0.0241  0.0065
O  -0.2873  0.0648  0.0159
O  -0.0811  0.3205  -0.2312
O  0.145  -0.0955  0.1685
O  0.0175  -0.1141  -0.0272
O  -0.0203  -0.0434  -0.002
O  0.0592  0.1293  -0.3234
O  -0.0776  0.004  0.1063
O  -0.0184  -0.0578  -0.0277
O  -0.0727  0.0289  0.1113
O  0.0321  -0.0834  0.0675
O  -0.0805  -0.2812  0.1475
O  0.0122  0.0069  -0.0004
O  0.047  -0.0567  0.0768
O  -0.0611  -0.1192  -0.0467
O  0.0093  0.0325  -0.0633
O  0.1067  -0.1584  -0.1445
O  -0.0259  0.0589  0.029
O  -0.0476  0.0536  0.4253
O  0.1408  -0.1518  -0.0308
O  -0.3957  -0.1288  -0.3831
O  0.0089  -0.1915  0.046
O  -0.315  -0.0465  -0.1791
O  -0.1748  0.0641  -0.0586
O  0.0219  -0.0376  -0.0624
O  0.2393  -0.1979  0.1709
O  0.0192  -0.0283  -0.0136
O  0.0279  -0.0866  0.0471
O  0.117  -0.0094  -0.016
O  -0.0509  0.0552  0.0784
O  0.513  0.2503  0.1951
O  0.0281  0.0449  0.028
O  -0.0114  -0.0892  -0.001
O  0.0268  -0.0102  -0.0849
O  0.3727  0.2036  -0.2342
O  0.0406  0.0867  0.0585
O  0.0444  -0.0438  -0.0679
O  -0.0604  0.0784  -0.179
O  0.2291  -0.2357  -0.2366
O  -0.0899  -0.0602  0.0553
O  0.0137  -0.0014  -0.2356
O  0.0138  -0.145  0.0371
O  -0.036  -0.1574  0.0886
O  0.3073  0.0952  -0.0962
O  0.0094  0.1172  0.0452
O  -0.1345  -0.0294  0.0831
O  -0.0231  -0.0326  0.1275
O  -0.0288  -0.0318  0.0262
O  0.0368  0.078  -0.1072
O  0.0412  0.0676  0.0532
O  0.2322  0.0704  -0.3746
O  -0.0869  -0.0882  0.0143
O  0.1223  0.0113  0.1363
O  -0.0067  0.0127  0.1136
O  0.1021  -0.2391  -0.0204
O  0.0207  -0.1611  0.0333
O  0.0091  -0.0137  0.0908
O  -0.0027  -0.1098  -0.0107
O  0.1222  0.1241  0.1416
O  -0.0124  0.2132  0.1406
O  -0.1516  -0.0169  0.013
O  0.0312  -0.0393  -0.2244
O  0.0551  -0.0581  -0.0391
O  0.1065  -0.4313  -0.4471

The program warned: the cutoff lies below the one the program advises for these potential files.
